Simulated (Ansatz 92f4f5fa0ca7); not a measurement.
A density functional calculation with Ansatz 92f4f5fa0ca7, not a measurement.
Periodic cell of 220 atoms, Si132O88, from a study of silicon, its oxide and their interface. The atomic structure is a simulated model.
Doubt: the cutoff is far below the 930 eV that the study's wrapper takes by default for these files, so forces and energies are approximate.
This geometry differs little from another in the collection (a relaxation step or a small displacement).

Settings
functional: PBE
potential files: Ansatz PAW
basis: plane waves
wave-function cutoff: 580 eV
density cutoff ratio: 5
exchange-correlation grid ratio: 1
k mesh: 1 x 1 x 1, Gamma-centred
self-consistency stop: 5e-08 eV per atom in the density residual
occupations: fixed
spin: none
net charge: 0

Cell vectors (angstrom)
a  10.938  0  0
b  0  10.938  0
c  0  0  32.3575

Atoms: element, x, y, z (angstrom)
Si  -0.5765  0.3088  24.9178
Si  5.8396  -0.4692  24.8811
Si  1.9778  2.7173  24.5409
Si  8.128  2.5566  24.7527
Si  0.1849  5.3101  24.9586
Si  5.2419  5.9882  24.8451
Si  2.8202  7.9936  25.053
Si  7.5646  8.662  24.9577
Si  1.1024  1.3735  26.224
Si  6.7525  1.2954  26.1861
Si  4.2478  4.1465  26.0165
Si  9.3794  4.1619  26.0782
Si  1.3589  6.759  26.3789
Si  6.7082  7.0005  26.3563
Si  4.0502  9.6335  26.1971
Si  9.3804  9.5485  26.1819
Si  2.6536  0.0736  27.526
Si  8.1596  0.0247  27.6062
Si  -0.1432  2.8416  27.5642
Si  5.4632  2.7484  27.5275
Si  2.8106  5.3864  27.5719
Si  8.1346  5.534  27.5515
Si  -0.0568  8.2353  27.5562
Si  5.3488  8.3196  27.6732
Si  4.1018  1.3673  28.9393
Si  9.5708  1.3673  28.9393
Si  1.3673  4.1018  28.9393
Si  6.8362  4.1018  28.9393
Si  4.1018  6.8362  28.9393
Si  9.5708  6.8362  28.9393
Si  1.3673  9.5708  28.9393
Si  6.8362  9.5708  28.9393
Si  0  0  30.3065
Si  5.469  0  30.3065
Si  2.7345  2.7345  30.3065
Si  8.2035  2.7345  30.3065
Si  0  5.469  30.3065
Si  5.469  5.469  30.3065
Si  2.7345  8.2035  30.3065
Si  8.2035  8.2035  30.3065
Si  1.3673  1.3673  31.6738
Si  6.8362  1.3673  31.6738
Si  4.1018  4.1018  31.6738
Si  9.5708  4.1018  31.6738
Si  1.3673  6.8362  31.6738
Si  6.8362  6.8362  31.6738
Si  4.1018  9.5708  31.6738
Si  9.5708  9.5708  31.6738
Si  2.7345  0  0.6835
Si  8.2035  0  0.6835
Si  0  2.7345  0.6835
Si  5.469  2.7345  0.6835
Si  2.7345  5.469  0.6835
Si  8.2035  5.469  0.6835
Si  0  8.2035  0.6835
Si  5.469  8.2035  0.6835
Si  4.1018  1.3673  2.0507
Si  9.5708  1.3673  2.0507
Si  1.3673  4.1018  2.0507
Si  6.8362  4.1018  2.0507
Si  4.1018  6.8362  2.0507
Si  9.5708  6.8362  2.0507
Si  1.3673  9.5708  2.0507
Si  6.8362  9.5708  2.0507
Si  0  0  3.418
Si  5.469  0  3.418
Si  2.7345  2.7345  3.418
Si  8.2035  2.7345  3.418
Si  0  5.469  3.418
Si  5.469  5.469  3.418
Si  2.7345  8.2035  3.418
Si  8.2035  8.2035  3.418
Si  1.4521  1.2646  4.7262
Si  6.8923  1.2998  4.8045
Si  4.1509  4.098  4.7583
Si  9.7566  3.8758  4.8926
Si  1.4656  6.7502  4.7813
Si  6.7437  6.9614  4.6904
Si  4.1926  9.5119  4.7944
Si  9.6293  9.5283  4.7835
Si  2.8227  -0.0546  6.059
Si  8.217  -0.1435  6.2136
Si  0.2746  2.5479  6.2552
Si  5.5855  2.7913  6.0868
Si  2.8985  5.474  6.2161
Si  8.6289  5.0844  6.5606
Si  0.0912  8.115  6.0739
Si  5.5482  8.2031  6.2577
Si  3.997  1.581  7.2588
Si  10.4413  1.0528  7.9733
Si  1.8335  3.7925  7.4547
Si  6.7188  4.2171  7.6746
Si  4.4996  6.5964  7.6028
Si  9.7567  6.8808  7.6367
Si  1.4057  9.5372  7.365
Si  7.3708  9.0696  7.5701
O  3.5336  3.1295  24.8925
O  7.8598  7.9509  23.4626
O  2.9676  2.683  7.9671
O  7.8632  6.0954  5.4983
O  5.6571  5.4578  8.0699
O  0.3476  -0.3489  8.0665
O  3.9592  6.9607  24.4233
O  9.3178  1.4662  24.33
O  2.1347  8.601  8.5199
O  1.1141  4.389  8.8026
O  8.9215  0.7937  7.407
O  8.4332  7.8401  7.8703
O  6.0058  0.2966  10.7122
O  4.2776  9.4447  9.7528
O  7.1734  3.3474  9.0099
O  10.5847  6.6002  9.0596
O  1.8381  1.8844  23.1497
O  5.3741  0.0115  23.3583
O  7.2564  3.1153  23.4348
O  12.0815  4.1161  24.3377
O  10.711  6.2974  23.7078
O  1.9048  8.6801  23.8798
O  6.1451  5.8464  23.4487
O  -0.0454  10.5302  23.5511
Si  3.9101  6.5658  11.9315
Si  10.9394  2.273  13.6665
Si  4.5112  -6.6061  19.9864
Si  5.222  0.5549  21.8227
Si  6.8926  -3.94  22.5342
Si  12.5429  -0.2775  14.9323
Si  2.1537  11.9608  21.8071
Si  10.0847  4.4057  18.2865
Si  1.7163  4.4643  12.2373
Si  2.7145  6.8293  20.535
Si  6.4598  -1.7294  17.8582
Si  7.2406  10.1718  10.6297
Si  6.5036  4.6779  15.1059
Si  3.4925  -2.868  9.2773
Si  4.6345  11.035  9.8546
Si  1.4531  6.4952  17.694
Si  3.8127  -8.684  11.6414
Si  5.9755  -2.2061  12.9713
Si  5.9624  4.3611  11.9543
Si  8.7956  5.2577  20.7127
Si  13.9716  2.3976  18.2135
Si  9.4019  1.4967  10.8949
Si  7.7273  7.5548  15.4229
Si  9.0563  0.0685  17.7122
Si  4.1994  0.2212  13.8764
Si  4.0748  4.8974  17.119
Si  -2.1929  13.6397  15.9326
Si  11.2261  1.8028  19.289
Si  14.9567  0.026  16.767
Si  11.1248  6.7505  22.1966
Si  6.9145  3.1143  21.8011
Si  10.946  5.1371  9.7269
Si  -0.3564  8.6763  16.1106
Si  0.9303  -1.4794  22.8382
Si  5.1762  8.6783  20.5525
Si  8.2439  3.4717  10.267
O  3.6962  5.5493  20.6544
O  9.9618  -1.1568  17.1352
O  7.5031  4.3612  11.4291
O  0.8891  1.1502  14.4939
O  -1.3045  -8.2782  14.5661
O  1.9227  10.3418  21.8974
O  11.4074  -1.445  14.9538
O  3.1383  7.2639  10.6655
O  2.5881  3.3095  11.4759
O  0.6366  5.1864  11.2318
O  4.9897  -6.056  18.5033
O  5.6811  3.9556  21.0691
O  0.4234  5.2371  17.7266
O  1.7328  6.9306  19.2371
O  -0.0381  8.38  22.0582
O  6.0201  4.465  13.5698
O  14.5576  -2.7496  20.4613
O  5.128  15.9745  15.9045
O  3.7607  1.2552  21.5876
O  0.8881  3.6546  13.4144
O  8.2887  3.7441  21.1473
O  8.9506  5.3005  19.0768
O  18.0193  30.0096  16.8026
O  3.9535  1.6414  13.1384
O  2.9191  -4.8625  17.0557
O  7.1975  9.6444  9.0952
O  5.1067  5.613  11.3531
O  8.6116  0.0446  11.0235
O  3.5169  11.948  10.619
O  15.5838  0.6369  15.3915
O  3.2651  14.4141  17.0098
O  4.8446  11.6548  8.3726
O  -2.2594  12.1334  16.5767
O  9.4259  3.706  16.9966
O  7.2537  3.3025  15.6006
O  6.9279  -2.024  11.6405
O  13.3716  10.62  16.383
O  7.7159  6.3144  21.3144
O  6.9706  8.2654  14.167
O  -0.6797  5.7671  21.235
O  11.9972  1.4893  20.687
O  5.0333  -1.1566  17.2606
O  7.6083  -0.576  18.1922
O  1.4821  1.8855  18.1674
O  6.0532  8.3703  19.2062
O  5.3607  -0.7274  13.272
O  6.4756  1.5652  21.4797
O  12.7106  -4.3412  21.8467
O  3.4702  3.1032  19.6326
O  2.7766  -0.6046  13.8344
O  4.7028  -3.2455  12.8305
O  10.371  1.6979  12.2235
O  5.2883  -0.6586  20.7565
O  7.5307  5.9385  15.2901
O  9.3444  -3.0888  15.4224
O  -5.1624  7.9454  21.8619
O  14.9408  1.1084  17.9804
O  10.0113  0.7587  18.881
O  10.5754  3.2947  19.3816
O  2.7715  5.655  12.7331
O  9.5263  4.3426  9.7289
O  10.3676  1.4985  9.5518
O  11.6528  -3.2436  16.8677
O  5.2312  3.0175  11.3893

Results
free energy: -133960.660 eV
free energy less fixed offsets of O -568.88, Si -635.61 eV per atom: 1.300 eV

Forces (eV/angstrom), in the order of the atoms: element, x, y, z
Si  0.013  -0.0296  0.1041
Si  0.0502  -0.0395  -0.0029
Si  0.0094  -0.0043  0.0076
Si  0.013  0.0016  -0.0165
Si  0.0048  -0.0067  -0.0071
Si  0.0185  -0.0283  0.0612
Si  0.005  -0.0137  0.007
Si  -0.0536  0.0313  0.0152
Si  -0.0079  -0.0017  -0.0059
Si  -0.0241  0.0126  0.0158
Si  0.0199  0.0153  0.0103
Si  -0.0215  0.0059  0.0085
Si  -0.0028  0.0023  0.0196
Si  -0.0094  -0.0045  -0.0143
Si  -0.0103  0.0125  0.0144
Si  0.0088  0.0261  -0.0036
Si  0.0063  0.0019  0.0027
Si  0.005  -0.0274  0.0111
Si  0.0306  -0.0103  0.0057
Si  -0.007  0.0074  -0.011
Si  -0.0073  -0.0025  0.0072
Si  0.0033  0.0077  0.0085
Si  0.0029  -0.0187  0.0009
Si  0.0112  -0.005  0.0038
Si  -0.2799  0.2809  -0.3375
Si  -0.1878  0.1786  0.1564
Si  -0.0732  -0.1  -0.079
Si  -0.0323  0.0396  -0.2373
Si  -0.1714  -0.2158  0.3931
Si  -0.1691  0.052  -0.0813
Si  -0.1791  0.1798  -0.3216
Si  -0.1592  0.3206  0.5916
Si  0.1275  0.0293  -0.0126
Si  0.112  -0.0664  0.0248
Si  -0.0828  -0.157  0.0098
Si  -0.0172  -0.0835  0.0221
Si  0.1309  0.0667  -0.037
Si  0.0215  0.0245  0.0116
Si  -0.1019  -0.22  0.0117
Si  -0.0117  -0.0823  -0.0014
Si  0.0054  0.0128  0.0121
Si  -0.0505  0.1058  -0.01
Si  -0.062  0.0859  -0.0177
Si  0.0011  -0.0113  -0.0314
Si  -0.0948  0.0229  0.0121
Si  0.0058  0.0265  0.003
Si  0.0084  0.0883  -0.0307
Si  -0.0823  0.0372  -0.0246
Si  -0.0005  -0.0792  0.0125
Si  -0.0512  -0.0074  -0.0198
Si  0.0531  -0.043  0.0202
Si  0.0763  -0.1045  0.0301
Si  0.0325  0.0332  0.0088
Si  0.0564  -0.0513  0.0167
Si  0.1341  -0.0697  0.0417
Si  -0.0141  -0.0394  0.0159
Si  -0.0285  0.0752  0.0303
Si  -0.0447  0.0457  -0.0444
Si  -0.0943  0.0067  -0.0266
Si  0.0301  0.1808  0.1033
Si  -0.0473  0.0104  -0.1091
Si  -0.1655  0.0136  0.1353
Si  -0.0685  0.1098  0.0337
Si  0.1647  0.157  -0.1171
Si  -0.0207  -0.2119  -0.3264
Si  0.2385  -0.1368  0.0314
Si  0.1572  0.0396  -0.1138
Si  0.415  -0.3508  0.4794
Si  0.2351  -0.6387  0.5854
Si  -0.201  0.1762  -0.5295
Si  0.3749  -0.2134  0.1049
Si  0.0014  0.6313  -0.5891
Si  -0.0057  -0.0101  -0.0039
Si  0.0031  -0.0012  0.021
Si  0.0353  -0.0166  0.0225
Si  -0.0064  -0.017  -0.0141
Si  -0.007  0.0338  0.0113
Si  -0.0367  -0.0418  -0.0072
Si  -0.0292  0.0056  -0.0027
Si  0.0455  -0.0127  0.0084
Si  0.0129  0.0205  0.0284
Si  -0.0433  -0.0013  -0.0037
Si  0.0026  -0.0058  0.0104
Si  0.0407  0.0903  0.1155
Si  0.0034  -0.0225  0.0063
Si  0.0224  0.1465  0.026
Si  -0.0115  0.0133  0.0064
Si  0.0321  -0.0037  0.0437
Si  0.0329  -0.011  -0.0691
Si  -0.028  0.0402  0.0228
Si  -0.0031  0.0346  -0.0349
Si  -0.1807  -0.1709  -0.1625
Si  -0.004  0.0534  0.0128
Si  0.0021  -0.0237  -0.0577
Si  -0.0257  0.0086  -0.0745
Si  -0.039  -0.0088  -0.0229
O  -0.0211  -0.0281  -0.026
O  0.0058  -0.0221  -0.0259
O  -0.0233  0.0027  0.0447
O  0.0698  -0.0742  0.0492
O  0.0441  -0.0043  0.0231
O  0.0308  -0.0133  0.0295
O  -0.0108  0.0165  -0.0234
O  -0.0299  0.0385  -0.0339
O  -0.0052  -0.0195  0.0216
O  0.0092  -0.0085  0.0122
O  -0.0005  0.0205  -0.0025
O  0.0096  -0.0122  0.0029
O  -0.0031  -0.0017  -0.0057
O  0.0025  0.0146  0.0024
O  0.0291  -0.0094  0.0364
O  0.0142  -0.0093  0.017
O  0.0057  -0.0073  -0.0043
O  -0.0148  0.0169  -0.0315
O  -0.0238  0.0092  -0.0287
O  -0.0057  0.0132  -0.0058
O  0.0131  0.0052  -0.0123
O  -0.0049  0.0075  0.0019
O  0.0142  0.0064  -0.0223
O  0.0194  -0.0181  -0.0424
Si  -0.0031  0.0103  -0.0148
Si  0.0005  -0.0095  -0.0076
Si  0.0074  -0.007  0.0017
Si  0.0038  0.0023  0.015
Si  0.0034  0.0093  0.0098
Si  -0.0028  -0.0017  0.0093
Si  0.0023  0.0014  -0.0019
Si  -0.0011  -0.0016  0.0018
Si  -0.0186  0.0064  0.0016
Si  0.0016  0.0021  -0.0055
Si  0.0005  -0.0014  0.0036
Si  0.023  -0.0039  -0.0046
Si  0.0016  0.0025  0.0021
Si  0.0338  -0.0162  -0.0003
Si  0.0059  -0.0175  -0.0041
Si  0.0005  0.0058  0.0004
Si  -0.0056  -0.0148  0.0038
Si  0.0072  0.0031  0.0033
Si  0.0142  0.0056  0.0049
Si  -0.0072  0.004  -0.0002
Si  0.0041  -0.0047  0.0083
Si  0.0281  -0.0234  -0.0089
Si  0.0036  0.001  0.0057
Si  -0.0002  -0.0063  0.0037
Si  0.0024  -0.0059  0.0071
Si  0.0045  0.0031  0.005
Si  0  -0.0045  0.0017
Si  0.004  -0.0032  0.0048
Si  -0.0014  -0.0054  0.0099
Si  -0.0174  0.0092  0.0083
Si  -0.0014  -0.0089  0.0139
Si  -0.047  -0.002  -0.0077
Si  0.0018  -0.0005  0.0036
Si  -0.0096  -0.0022  -0.02
Si  0.0085  0.0015  -0.002
Si  0.0147  0.0485  -0.0265
O  -0.0029  0.0003  0.0058
O  -0.0009  -0.0002  -0.0016
O  -0.0085  -0.0113  0.0085
O  0.0023  -0.0018  -0.001
O  -0.0012  0.0019  0.003
O  0.006  0.0102  0.0079
O  0.003  -0.0005  -0.0023
O  0.0043  -0.0088  0.0119
O  0.01  0.0004  -0.0035
O  0.0233  -0.0049  0.0193
O  0.0001  -0.0009  -0.0049
O  -0.0075  0.0039  -0.0045
O  0.0008  -0.0009  -0.0006
O  0.0013  -0.0038  0.0008
O  0.0038  -0.0162  0.0077
O  -0.0013  -0.0019  0.0076
O  -0.0011  -0.0041  0.0047
O  -0.0006  -0.0017  0.0006
O  -0.0011  -0.0065  0.0016
O  0.0033  -0.0005  -0.003
O  0.0073  0.0034  0.0016
O  0.0047  -0.0026  -0.0044
O  0.001  -0.0014  -0.0034
O  0.0013  -0.0002  0.0013
O  0.0019  -0.0043  0.0015
O  -0.0032  0.0163  0.0229
O  -0.0062  -0.0007  0.0026
O  -0.0145  0.0121  -0.0103
O  0.0004  0.014  0.0035
O  0.0017  0.0006  -0.0046
O  0.0015  0.0005  -0.0032
O  0.0025  -0.0034  0.0115
O  0.0027  0.003  -0.0011
O  0.0033  -0.0002  0.0006
O  0.0029  -0.0001  -0.0028
O  -0.006  -0.0055  0.0015
O  0.0031  -0.0002  -0.0038
O  0.0112  -0.0126  -0.0049
O  0.0002  -0.0047  0.0013
O  -0.0008  -0.0058  0.0023
O  -0.0076  0.0009  -0.0054
O  0.0014  -0.0002  -0.0035
O  0.0035  -0.0007  -0.0007
O  0.0023  0.0003  -0.0014
O  0.0033  0.0005  -0.0013
O  -0.0046  0.0029  -0.0005
O  -0.0009  -0.0092  0.0021
O  0.0059  -0.0024  0.0052
O  -0.0001  -0.0004  0.001
O  0.0021  -0.0005  -0.0062
O  0.0037  0  0.0014
O  0.005  0.0138  0.0185
O  0.0009  -0.0014  0.0048
O  -0.0023  -0.0046  -0.0049
O  0.0009  -0.0004  -0.0019
O  -0.0044  0  -0.0057
O  0.0028  -0.0001  -0.003
O  0.002  0.0017  0.0009
O  0.0021  -0.0023  0.0013
O  0.0036  -0.0065  -0.0014
O  -0.003  -0.0255  0.0101
O  -0.0144  0.0024  -0.0081
O  0.0031  -0.005  0.0005
O  0.0006  -0.002  -0.0036

The program warned: the cutoff lies below the one the program advises for these potential files; the exchange-correlation potential is rough where the density is thin.
